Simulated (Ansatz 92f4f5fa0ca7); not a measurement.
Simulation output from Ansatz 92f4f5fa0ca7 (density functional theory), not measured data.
Periodic cell of 237 atoms, Si147O90, from a study of silicon, its oxide and their interface. The atomic structure is a simulated model.
Doubt: the cutoff is far below the 930 eV that the study's wrapper takes by default for these files, so forces and energies are approximate.

Settings: functional PBE; potential files Ansatz PAW; basis plane waves; wave-function cutoff 580 eV; density cutoff ratio 5; exchange-correlation grid ratio 1; k mesh 1 x 1 x 1, Gamma-centred; self-consistency stop 5e-08 eV per atom in the density residual; occupations fixed; spin none; net charge 0.

Cell vectors (angstrom)
a  11.6015  0  0
b  0  10.938  0
c  0  0  32.7722

Atoms: element, x, y, z (angstrom)
Si  -0.083  -0.0448  24.0965
Si  3.7267  -0.1947  24.2477
Si  7.5026  0.0646  24.0012
Si  1.8859  1.2581  24.184
Si  5.4861  1.3284  24.009
Si  9.5606  1.3256  24.0528
Si  -0.1526  5.4853  23.9632
Si  3.6563  5.2268  24.1848
Si  7.456  5.4525  24.0296
Si  1.8574  6.7305  24.1097
Si  5.4632  6.7395  24.1212
Si  9.3864  6.7915  24.0108
Si  1.7697  2.6978  26.0607
Si  5.6772  2.6469  25.9945
Si  9.5498  2.7131  25.9993
Si  -0.1359  4.1365  25.9808
Si  3.7408  3.9617  26.1205
Si  7.5785  4.045  25.9597
Si  1.8116  8.1195  26.047
Si  5.7208  8.1493  26.0335
Si  9.549  8.208  25.9534
Si  -0.0884  9.5377  26.0369
Si  3.7658  9.4285  26.1461
Si  7.6118  9.6113  25.9807
Si  -0.0915  -0.0141  27.9534
Si  3.7873  -0.0053  27.9589
Si  7.67  -0.012  27.9448
Si  1.8345  1.3337  27.9718
Si  5.7356  1.3292  27.947
Si  9.5906  1.3671  27.9445
Si  -0.0941  5.4604  27.9401
Si  3.8023  5.4582  27.9463
Si  7.676  5.4329  27.9089
Si  1.8497  6.7877  27.9722
Si  5.7569  6.7951  27.9563
Si  9.5843  6.8417  27.9121
Si  1.9336  2.7345  29.873
Si  5.8008  2.7345  29.873
Si  9.6679  2.7345  29.873
Si  0  4.1018  29.873
Si  3.8672  4.1018  29.873
Si  7.7343  4.1018  29.873
Si  1.9336  8.2035  29.873
Si  5.8008  8.2035  29.873
Si  9.6679  8.2035  29.873
Si  0  9.5708  29.873
Si  3.8672  9.5708  29.873
Si  7.7343  9.5708  29.873
Si  0  0  31.8066
Si  3.8672  0  31.8066
Si  7.7343  0  31.8066
Si  1.9336  1.3673  31.8066
Si  5.8008  1.3673  31.8066
Si  9.6679  1.3673  31.8066
Si  0  5.469  31.8066
Si  3.8672  5.469  31.8066
Si  7.7343  5.469  31.8066
Si  1.9336  6.8362  31.8066
Si  5.8008  6.8362  31.8066
Si  9.6679  6.8362  31.8066
Si  1.9336  2.7345  0.9679
Si  5.8008  2.7345  0.9679
Si  9.6679  2.7345  0.9679
Si  0  4.1018  0.9679
Si  3.8672  4.1018  0.9679
Si  7.7343  4.1018  0.9679
Si  1.9336  8.2035  0.9679
Si  5.8008  8.2035  0.9679
Si  9.6679  8.2035  0.9679
Si  0  9.5708  0.9679
Si  3.8672  9.5708  0.9679
Si  7.7343  9.5708  0.9679
Si  0.0757  -0.047  2.9901
Si  3.9445  -0.0039  2.8861
Si  7.8282  -0.0535  2.9484
Si  1.9955  1.328  2.8859
Si  5.9229  1.2928  2.8132
Si  9.7387  1.3453  2.9039
Si  0.0323  5.5388  2.8681
Si  3.9358  5.5963  2.7888
Si  7.802  5.5219  2.9101
Si  1.9674  6.8707  2.8662
Si  5.894  6.9014  2.9187
Si  9.7005  6.9257  2.9592
Si  2.0992  2.7968  4.7159
Si  5.9861  2.7819  4.592
Si  9.7572  2.8505  4.7306
Si  0.1485  4.1167  4.7246
Si  4.0431  4.0702  4.5006
Si  7.8563  4.2669  4.9101
Si  2.0867  8.0912  4.862
Si  5.8941  8.2123  4.9068
Si  9.7188  8.3122  4.9437
Si  0.1316  9.5395  5.0213
Si  3.9657  9.5494  4.7957
Si  7.7401  9.7391  5.0655
Si  0.1217  0.2692  6.8001
Si  3.9819  0.0398  6.6815
Si  7.6733  0.5013  6.9808
Si  2.1131  1.4449  6.6309
Si  5.5899  1.8632  6.6911
Si  9.7396  1.6101  6.7073
Si  0.3055  5.4044  6.6789
Si  4.4547  4.8169  6.6344
Si  7.9725  5.7082  6.9827
Si  2.4374  6.4365  6.649
Si  5.8622  6.7663  6.8336
Si  10.072  6.9219  6.8389
O  3.9794  9.9626  8.0264
O  1.4421  0.6838  13.394
O  4.9964  3.3468  7.389
O  12.083  11.0411  8.4655
O  5.3215  7.6402  8.1746
O  9.847  2.6982  7.9716
O  7.7927  4.794  8.3612
O  -0.8055  6.4044  15.6331
O  0.3056  4.4353  8.0329
O  7.764  10.6163  8.424
O  2.6624  7.5627  7.8545
O  10.5745  7.909  8.0931
O  2.2153  14.0447  13.9325
O  11.6523  4.3227  22.7662
O  7.3496  4.6484  22.5675
O  5.0439  7.62  22.7511
O  2.2882  12.6912  18.2471
O  4.9616  2.1305  22.6169
O  2.2319  2.1193  22.794
O  9.6917  2.4331  22.8136
O  7.2635  9.8433  22.82
O  3.6263  4.403  22.7188
O  1.3145  10.5532  16.971
O  8.9469  7.6768  22.6558
Si  4.5895  3.8822  17.0013
Si  2.1297  -2.5949  10.9716
Si  6.2329  10.3613  15.0179
Si  1.3137  8.9848  17.3278
Si  10.8926  1.2581  19.7973
Si  -6.0034  6.5549  17.5699
Si  13.962  11.1671  12.1198
Si  1.1855  12.2842  9.322
Si  -2.2002  5.7177  15.1954
Si  -4.0094  7.9141  14.0087
Si  7.8525  2.0286  11.4851
Si  -0.7382  18.5675  19.2609
Si  8.143  2.1739  19.2941
Si  4.8211  7.8766  14.7498
Si  19.6093  15.4882  21.0793
Si  8.5304  7.5675  11.0635
Si  0.8021  6.5446  15.7412
Si  2.5789  -4.5045  13.2782
Si  6.3437  12.4747  17.1062
Si  3.2353  -3.3155  19.2778
Si  11.0217  9.6561  21.3373
Si  8.1993  -2.0261  21.8711
Si  -2.9218  14.1824  16.5755
Si  3.6676  8.3777  22.2523
Si  1.0428  2.0404  14.214
Si  20.1159  -0.6524  9.8366
Si  9.7749  13.9927  13.8844
Si  2.6103  3.1121  19.1038
Si  3.6409  3.8412  14.0297
Si  22.2225  3.4109  21.8845
Si  12.6641  12.1136  17.3143
Si  10.8584  8.473  9.6021
Si  3.9013  -2.5373  8.5262
Si  10.8757  3.5453  8.9234
Si  5.2271  1.4525  12.8714
Si  8.3785  4.727  9.8845
Si  7.7728  7.2812  19.4768
Si  3.5482  2.8628  22.1593
Si  1.1069  5.5333  18.6604
O  24.0384  -13.3805  9.9818
O  7.2339  2.5897  16.2368
O  11.7087  -8.4604  9.8282
O  11.5911  -0.1076  20.3587
O  -2.0333  4.6998  13.8992
O  10.1151  7.5049  10.6842
O  -3.7797  3.366  10.5591
O  1.3908  16.9479  14.3188
O  2.1897  2.0547  8.2179
O  9.2698  7.743  19.0783
O  0.0465  9.7975  22.8319
O  2.1058  6.4833  19.5335
O  -5.5492  7.4183  13.7671
O  -0.31  2.6195  13.5069
O  8.4363  -3.0846  12.6452
O  3.5997  8.429  20.6345
O  -0.2469  8.1775  20.732
O  4.8352  13.8277  13.5095
O  3.3279  2.8197  20.5384
O  3.5334  -2.5544  10.1185
O  8.4632  11.6123  10.7938
O  -0.2776  1.4074  18.2273
O  6.9647  7.2927  18.0612
O  -2.621  2.9896  18.1458
O  3.5625  4.0961  18.2306
O  5.8044  15.8767  17.333
O  7.9157  17.0378  10.6637
O  3.6755  -1.0268  22.8
O  9.6355  4.4969  21.1685
O  1.328  -5.2693  17.0324
O  12.5137  12.8111  15.84
O  10.1089  9.9334  9.7053
O  -4.7058  12.3106  18.6301
O  -1.9724  2.5461  15.4423
O  8.3362  6.915  15.0261
O  3.5532  -5.7932  13.0559
O  15.5456  4.2856  15.5663
O  9.4088  9.8797  21.3775
O  6.3856  10.9746  16.5106
O  4.5529  6.8464  18.7678
O  10.0143  4.5782  9.8513
O  -0.3878  16.9964  19.0385
O  1.2408  14.9441  19.187
O  -0.0337  8.5905  18.1546
O  -2.8948  2.3666  12.8504
O  4.8962  2.2702  17.0385
O  2.6816  8.6781  18.1639
O  13.7781  -1.3778  12.0442
O  7.6161  16.7335  20.1226
O  6.088  0.6387  13.9752
O  11.3812  2.4767  20.7851
O  -2.3404  1.1722  19.9102
O  13.9061  7.6257  22.7742
O  -2.8168  4.8497  16.4234
O  1.2558  8.1024  15.9512
O  2.0206  6.9595  11.8416
O  4.8662  -1.4525  14.9833
O  7.5278  9.4266  14.6438
O  4.9993  -3.7777  16.1911
O  3.9216  11.5736  12.3657
O  17.8694  1.7105  11.6653
O  3.4273  7.6012  14.0116
O  19.4123  8.8802  10.3586
O  -4.3068  8.3561  20.6278
O  7.4838  3.1612  20.4049
O  13.5255  11.786  10.6702

Results
free energy: -144629.756 eV
free energy less fixed offsets of O -568.88, Si -635.61 eV per atom: 4.114 eV

Forces (eV/angstrom), in the order of the atoms: element, x, y, z
Si  -0.0131  0.0197  0.0286
Si  -0.0065  0.0291  0.018
Si  0.0053  0.0425  0.0339
Si  0.0109  -0.0179  0.0231
Si  0  -0.0126  0.0341
Si  -0.012  -0.039  0.0159
Si  -0.0135  0.0489  0.0356
Si  -0.0004  0.0295  0.0113
Si  0.001  0.023  0.0438
Si  -0.0029  -0.0178  0.0354
Si  -0.0032  -0.0185  0.0312
Si  0.0141  -0.0293  0.0258
Si  0.0035  -0.0164  -0.0209
Si  0.002  -0.0186  -0.0288
Si  -0.0037  -0.022  -0.0266
Si  0.0087  0.0194  -0.0091
Si  0.0023  0.0094  -0.0229
Si  -0.0013  0.0154  -0.0235
Si  0.006  -0.0213  -0.0229
Si  0.0003  -0.0186  -0.0219
Si  0.0088  -0.0235  -0.0294
Si  0.0076  0.0141  -0.0212
Si  0.0045  0.0134  -0.0192
Si  -0.0015  0.0163  -0.006
Si  0.0025  0.0009  0.0041
Si  -0.0018  -0.0024  0.0085
Si  0.0001  -0.0023  0.0073
Si  0.0004  0.0031  0.0092
Si  -0.0073  0.0038  0.0075
Si  0  0.0057  0.0075
Si  -0.0036  -0.0025  0.0062
Si  0.0008  0.0039  0.0151
Si  -0.0058  -0.0027  0.0102
Si  0.0047  0.0047  0.0098
Si  -0.0021  0.004  0.0063
Si  -0.0018  0.0081  0.0097
Si  -0.0762  -0.0111  0.0387
Si  -0.0691  -0.0669  -0.1113
Si  -0.0459  -0.0138  0.0867
Si  -0.1436  -0.0602  -0.011
Si  -0.0208  -0.0205  0.0347
Si  0.0112  -0.0935  -0.1033
Si  -0.059  -0.0648  0.0126
Si  -0.0127  -0.0584  -0.0371
Si  -0.1016  -0.0356  -0.076
Si  -0.1085  -0.1411  0.098
Si  -0.0926  -0.0471  0.1181
Si  -0.0026  -0.1001  0.068
Si  -0.0231  0.1283  0.0978
Si  0.0142  0.0048  0.0471
Si  0.0066  0.1343  0.0831
Si  -0.0116  0.0173  -0.0452
Si  0.004  0.036  -0.0899
Si  -0.0108  -0.0086  -0.0654
Si  -0.0118  -0.0002  -0.0556
Si  -0.0048  -0.0778  -0.0888
Si  0.0158  0.0888  -0.0295
Si  -0.0099  -0.0082  0.0217
Si  -0.0074  -0.0681  0.0555
Si  0.0221  -0.1391  0.0315
Si  0.0236  -0.0539  0.1342
Si  0.0937  -0.0275  -0.2322
Si  0.0944  -0.1525  0.016
Si  -0.0658  0.1386  0.0144
Si  0.0973  0.1078  -0.1931
Si  0.0575  0.0835  0.2593
Si  -0.0138  0.257  -0.2917
Si  0.1279  0.2288  -0.0538
Si  0.0148  0.1366  0.0055
Si  0.028  0.0037  0.2967
Si  0.062  -0.057  -0.1211
Si  0.1576  -0.1393  0.0844
Si  0.0119  -0.0113  -0.0171
Si  0.0068  -0.0018  -0.0175
Si  -0.0065  -0.0195  -0.0126
Si  0.0108  -0.0134  -0.0125
Si  0.0198  0.0319  0.0409
Si  -0.0211  0.0082  0.014
Si  -0.0025  -0.013  -0.0191
Si  0.0201  -0.0009  -0.0239
Si  -0.0065  -0.0046  -0.0156
Si  -0.0117  -0.0085  0.0013
Si  -0.018  -0.002  -0.0047
Si  0.0146  0.0027  -0.0014
Si  -0.0221  -0.0175  0.0347
Si  0.0025  -0.0406  -0.0895
Si  0.0145  -0.016  -0.016
Si  -0.0411  -0.0052  0.0243
Si  0.1057  -0.0134  0.0753
Si  -0.0396  0.0109  0.0449
Si  0.0363  -0.0022  0.0015
Si  -0.0001  -0.0124  0.0109
Si  -0.0169  -0.0141  0.0308
Si  -0.0139  0.0219  0.0338
Si  -0.0278  0.028  0.0233
Si  0.0258  -0.0032  0.0066
Si  -0.0424  0  -0.0735
Si  0.0393  -0.0532  -0.0365
Si  -0.0565  0.0057  -0.1026
Si  0.0603  0.0251  -0.0006
Si  -0.0206  0.0064  0.0661
Si  0.0423  -0.0558  -0.0057
Si  0.0123  0.0902  -0.0426
Si  -0.0428  0.1921  -0.1345
Si  0.0284  0.0673  -0.056
Si  0.0132  -0.1506  0.1114
Si  0.0514  -0.1144  -0.0125
Si  -0.0185  -0.058  -0.0184
O  -0.0116  0.0279  -0.0088
O  -0.0044  0.0073  0.0006
O  -0.0859  0.0496  0.051
O  0.0237  0.0205  0.0395
O  -0.045  0.0349  0.0252
O  0.0122  0.0382  0.036
O  0.029  -0.0136  0.0593
O  0.0045  0.0014  -0.001
O  -0.0275  -0.0571  0.0331
O  0.0235  -0.0136  0.04
O  0.0259  0.0744  0.0021
O  0.0192  0.0476  0.0526
O  -0.0002  -0.0023  -0.0038
O  -0.0157  -0.0619  -0.0524
O  0.0246  -0.0184  -0.0675
O  -0.0283  0.0138  -0.0139
O  -0.0072  -0.0045  -0.0046
O  -0.0342  0.0241  -0.0305
O  0.0181  0.0122  -0.0103
O  0.0199  0.0389  -0.0242
O  0.0263  -0.0653  -0.0492
O  -0.0014  -0.0126  -0.0098
O  0.0017  -0.0014  0.0024
O  -0.0185  0.0505  -0.0362
Si  0.0007  -0.0055  -0.0002
Si  0.0031  -0.0022  -0.0249
Si  -0.0058  0.0155  0.0053
Si  -0.001  0.0015  0.0022
Si  0.0157  -0.009  0.0147
Si  -0.0028  0.007  0.0003
Si  0.0024  0.0072  -0.0226
Si  -0.0092  0.0023  -0.0053
Si  -0.0007  0.0009  0.0063
Si  0.0019  -0.0043  0.0112
Si  0.007  0.01  0
Si  -0.0044  0.0205  0.0028
Si  0.0001  0.0034  0.0036
Si  -0.0076  -0.0014  0.0131
Si  -0.0028  0.001  0.0415
Si  -0.0043  -0.0078  0.0064
Si  0.0002  -0.0042  0.0022
Si  -0.0022  0.0058  0.0091
Si  -0.0006  -0.0016  -0.0105
Si  0.0264  0.0165  0.0099
Si  -0.009  0.0073  0.0406
Si  0.0073  0.032  0.0438
Si  0.0047  -0.0008  0.0009
Si  -0.0041  -0.0071  0.008
Si  0.0004  0.0019  0.0003
Si  0.0096  0.0036  0.0045
Si  -0.0089  -0.0039  0.0021
Si  0.021  -0.0114  0.0209
Si  0.0039  0.0039  0.0112
Si  0.0006  0.0319  0.0402
Si  -0.0003  0.0045  0.0018
Si  0.0149  0.0107  -0.0473
Si  -0.0211  -0.035  -0.0153
Si  0.0151  0.0354  -0.0128
Si  -0.0037  -0.0028  0.0129
Si  0.001  -0.0217  -0.0364
Si  -0.0057  0.0016  0.0054
Si  0.0136  -0.0051  0.0171
Si  0.0074  -0.0039  -0.0094
O  -0.0089  0.0021  0.0031
O  0.0007  -0.0007  0.0003
O  -0.006  0.0097  -0.0078
O  -0.0112  0.0248  -0.012
O  -0.0004  0.0067  -0.0007
O  -0.0167  -0.0112  0.0093
O  0.0053  0.0023  -0.0031
O  -0.0049  0.0003  0.0016
O  -0.0211  -0.0085  0.0103
O  0.0098  -0.0038  0.0007
O  -0.0232  -0.0153  -0.0499
O  -0.0056  -0.0024  0.0009
O  0.0078  0.0007  -0.0054
O  0.0065  -0.0015  -0.0012
O  -0.016  -0.0011  0.0115
O  -0.0056  -0.0108  -0.0318
O  0.0019  -0.0098  -0.015
O  -0.0027  -0.0099  -0.0122
O  -0.0127  0.0017  -0.0357
O  -0.0105  -0.0011  0.0097
O  -0.0009  -0.0027  -0.0095
O  0.0129  -0.0023  -0.0083
O  -0.0087  -0.0009  -0.0043
O  0.0038  0.0013  -0.0059
O  0.0038  0.0104  -0.0025
O  0.0012  0.0094  0.0017
O  0.0028  0.0218  0.0067
O  0.0016  -0.0135  -0.0123
O  -0.0132  -0.0157  0.0034
O  0.0006  0.0033  0.0061
O  0.0004  -0.005  0.0002
O  -0.0247  -0.0202  0.0031
O  0.0008  -0.0047  0.0103
O  0.0026  -0.0006  0.0002
O  -0.0029  0.0062  -0.0136
O  0.0034  -0.0049  -0.0102
O  0.0031  0.0009  -0.0015
O  0.0148  -0.0348  0.0137
O  -0.0024  -0.0016  -0.0036
O  -0.0017  0.002  -0.0019
O  -0.0225  -0.0211  -0.0203
O  0.005  -0.004  0.0044
O  -0.0074  0.0114  0.0052
O  0.0109  -0.0024  0.0028
O  0.0059  0.0024  0.0011
O  -0.002  0.0014  0.004
O  -0.0054  -0.0058  0.0046
O  0.0041  0.032  0.002
O  0.0052  0.0151  -0.01
O  -0.0113  -0.0081  -0.0065
O  0.0068  -0.0189  -0.0198
O  -0.0028  -0.0027  0.0052
O  0.0307  0.0159  -0.0135
O  -0.0012  0.0033  -0.0019
O  0.0001  0.0052  0.0025
O  0.0024  -0.01  0.0054
O  0.0075  0.0042  -0.0004
O  0.001  -0.0025  -0.0066
O  0.0044  -0.0035  0.009
O  0.0017  0.0088  -0.0046
O  -0.015  -0.0051  0.005
O  0.0127  -0.0002  0
O  0.0054  -0.008  -0.0026
O  0.0007  -0.0082  -0.0192
O  0.0057  -0.0051  -0.0074
O  0.0219  -0.0232  0.057

The program warned: the cutoff lies below the one the program advises for these potential files; the forces do not sum to zero within the program's tolerance; the exchange-correlation potential is rough where the density is thin.
